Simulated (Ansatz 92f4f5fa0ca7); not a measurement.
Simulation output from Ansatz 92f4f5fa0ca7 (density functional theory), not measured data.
Periodic cell of 237 atoms, Si146O85H6, from a study of silicon, its oxide and their interface. The atomic structure is a simulated model.
Doubt: the cutoff is far below the 930 eV that the study's wrapper takes by default for these files, so forces and energies are approximate.

Settings
functional: PBE
potential files: Ansatz PAW
basis: plane waves
wave-function cutoff: 580 eV
density cutoff ratio: 5
exchange-correlation grid ratio: 1
k mesh: 1 x 1 x 1, Gamma-centred
self-consistency stop: 5e-08 eV per atom in the density residual
occupations: fixed
spin: none
net charge: 0

Cell vectors (angstrom)
a  11.6015  0  0
b  0  10.938  0
c  0  0  32.8822

Atoms: element, x, y, z (angstrom)
Si  0.0446  -0.0298  24.1719
Si  3.9136  -0.0547  24.1895
Si  7.8833  -0.1431  24.2434
Si  1.983  1.2893  24.2128
Si  5.957  1.1469  24.1118
Si  9.7195  1.3236  24.1122
Si  -0.1833  5.4273  24.0093
Si  3.7817  5.2902  23.6827
Si  7.7803  5.4773  23.9001
Si  1.8248  6.6809  23.8822
Si  5.7444  6.7494  23.6706
Si  9.613  6.9111  24.1997
Si  1.9301  2.7403  26.0563
Si  5.8001  2.7123  25.9164
Si  9.6473  2.7236  26.0226
Si  -0.0221  4.1073  26.0025
Si  3.863  4.125  25.8532
Si  7.7096  4.134  25.9281
Si  1.9312  8.0504  25.9508
Si  5.7983  8.0147  25.8607
Si  9.6933  8.1819  26.1552
Si  0.0342  9.5371  26.1013
Si  3.8802  9.434  26.0308
Si  7.7234  9.4422  26.1242
Si  0.0095  -0.0047  28.0251
Si  3.8704  -0.0707  27.9735
Si  7.6983  -0.0348  28.0052
Si  1.9536  1.375  28.012
Si  5.7786  1.3858  27.9559
Si  9.6447  1.3691  27.9909
Si  0.0126  5.4311  27.9982
Si  3.8839  5.4122  27.9331
Si  7.7305  5.4242  27.9676
Si  1.9508  6.8107  27.9894
Si  5.803  6.8214  27.9565
Si  9.6761  6.7978  28.0499
Si  1.9336  2.7345  29.983
Si  5.8008  2.7345  29.983
Si  9.6679  2.7345  29.983
Si  0  4.1018  29.983
Si  3.8672  4.1018  29.983
Si  7.7343  4.1018  29.983
Si  1.9336  8.2035  29.983
Si  5.8008  8.2035  29.983
Si  9.6679  8.2035  29.983
Si  0  9.5708  29.983
Si  3.8672  9.5708  29.983
Si  7.7343  9.5708  29.983
Si  0  0  31.9166
Si  3.8672  0  31.9166
Si  7.7343  0  31.9166
Si  1.9336  1.3673  31.9166
Si  5.8008  1.3673  31.9166
Si  9.6679  1.3673  31.9166
Si  0  5.469  31.9166
Si  3.8672  5.469  31.9166
Si  7.7343  5.469  31.9166
Si  1.9336  6.8362  31.9166
Si  5.8008  6.8362  31.9166
Si  9.6679  6.8362  31.9166
Si  1.9336  2.7345  0.9679
Si  5.8008  2.7345  0.9679
Si  9.6679  2.7345  0.9679
Si  0  4.1018  0.9679
Si  3.8672  4.1018  0.9679
Si  7.7343  4.1018  0.9679
Si  1.9336  8.2035  0.9679
Si  5.8008  8.2035  0.9679
Si  9.6679  8.2035  0.9679
Si  0  9.5708  0.9679
Si  3.8672  9.5708  0.9679
Si  7.7343  9.5708  0.9679
Si  0.0052  0.0556  2.8548
Si  3.8521  0.0326  2.8998
Si  7.7467  0.0316  2.8694
Si  1.9282  1.4366  2.9495
Si  5.8005  1.3849  2.8914
Si  9.677  1.4214  2.9045
Si  0.0339  5.4661  2.9717
Si  3.8414  5.4572  2.9178
Si  7.7275  5.5175  2.8753
Si  1.9377  6.8762  2.9207
Si  5.7662  6.8283  2.8763
Si  9.7  6.8379  2.9253
Si  1.9348  2.7655  4.9465
Si  5.815  2.752  4.8141
Si  9.6813  2.9405  4.7293
Si  0.0331  4.226  5.0528
Si  3.8785  4.1356  4.8903
Si  7.7138  4.2278  4.8289
Si  1.9099  8.2824  4.8234
Si  5.7765  8.2078  4.776
Si  9.7084  8.202  4.8695
Si  -0.0193  9.6774  4.782
Si  3.8724  9.6352  4.8402
Si  7.7448  9.494  4.6901
Si  -0.1164  0.2035  6.6486
Si  3.9121  0.0016  6.8259
Si  7.8373  -0.0078  6.486
Si  1.9505  1.3388  6.8643
Si  5.9006  1.3031  6.6937
Si  9.5465  1.5618  6.5473
Si  -0.02  5.6202  7.0855
Si  3.8728  5.5927  6.7804
Si  7.7397  5.61  6.7981
Si  1.9123  6.9236  6.7543
Si  5.8137  6.9511  6.7642
Si  9.6676  6.9787  6.9425
O  6.2871  2.3624  7.9333
O  11.1236  10.0164  7.8284
O  7.6666  4.6459  8.1629
O  9.0487  2.3802  7.9437
O  9.6224  7.9402  8.3428
O  3.9283  9.8525  8.0976
O  -0.003  5.0035  8.6791
O  5.9185  8.0479  8.0418
O  8.3089  10.1425  7.8887
O  5.7495  7.8854  22.4109
O  2.5132  8.9154  18.4506
O  3.6974  4.1762  22.3805
O  9.6269  2.2001  22.69
O  1.9648  2.2201  22.8289
O  0.022  9.8603  22.8781
O  1.6997  7.7744  22.6164
O  6.3166  1.7076  22.5502
O  -0.5958  4.494  22.6568
Si  7.6426  -4.3416  16.6415
Si  5.1198  5.1518  12.4389
Si  1.3454  13.1217  14.6696
Si  0.0537  3.4853  17.0908
Si  4.5492  5.9922  16.8235
Si  2.084  9.8138  11.6446
Si  -0.4775  19.1115  14.7628
Si  5.7028  8.7303  21.0165
Si  9.7036  9.5691  8.5201
Si  -5.3812  -0.7887  13.9845
Si  5.5971  1.0521  21.2297
Si  10.2271  7.0396  12.2082
Si  -6.7068  10.7771  11.1909
Si  -1.9508  3.7323  22.1065
Si  10.0466  2.4538  19.3718
Si  -2.3738  9.626  13.0967
Si  -0.7659  -0.0011  11.0464
Si  -4.8358  12.6695  15.6972
Si  6.4414  2.5703  11.2314
Si  7.3448  12.0007  18.7
Si  13.234  -0.9273  19.2674
Si  10.7653  19.435  19.3861
Si  3.9409  8.1504  18.5878
Si  8.4036  2.8162  13.5917
Si  -0.3288  2.7399  12.0538
Si  4.8075  8.7887  8.9759
Si  7.7679  8.9342  18.7829
Si  7.6612  3.0532  8.5034
Si  -3.7951  16.7472  13.6749
Si  11.9198  5.367  10.2483
Si  1.8969  10.1264  14.7898
Si  4.4827  -2.2828  15.8107
Si  -8.5768  -3.9842  10.7803
Si  10.4802  6.2663  17.2345
Si  3.0279  13.748  21.7436
Si  0.7923  8.8795  21.8484
Si  1.3936  13.019  19.3052
Si  4.2101  14.5613  15.0757
O  0.8571  2.3125  13.1089
O  7.6745  9.9772  13.2991
O  -8.7257  13.6703  14.816
O  2.0212  10.2374  13.1911
O  1.3635  11.5916  15.2543
O  -3.7834  6.7527  15.0109
O  -3.37  1.9326  14.9596
O  4.3881  19.2804  20.1331
O  5.5253  -1.322  10.2063
O  3.325  9.7372  15.4519
O  11.7217  15.0222  11.2438
O  4.0589  -3.8632  15.6769
O  -7.1831  4.5845  13.785
O  -0.0108  16.0375  17.1124
O  -0.3391  8.1619  20.9066
O  8.304  4.548  22.5844
O  5.5146  3.8969  11.4625
O  -1.7256  2.9168  12.9055
O  -6.025  13.7089  15.2908
O  10.0999  10.8699  12.5119
O  -7.6868  6.5377  18.2445
O  -4.5978  1.8206  17.3022
O  0.1066  9.6872  18.7731
O  7.5823  2.8813  10.1149
O  9.6704  3.6246  20.4629
O  6.9548  8.3033  20.053
O  7.2024  21.3474  18.4215
O  8.8375  1.3794  19.2701
O  -0.4825  12.5376  10.8786
O  4.0708  6.1283  11.6949
O  -2.4841  5.9823  12.7318
O  1.7619  9.7667  20.8809
O  5.1935  -0.4508  12.7658
O  2.075  0.6189  18.9889
O  3.8327  7.5883  9.5132
O  5.4815  1.3132  10.8095
O  -0.2399  7.32  13.3723
O  10.9205  6.5336  10.8338
O  4.0769  1.6218  21.3301
O  9.7969  10.2636  9.9927
O  7.89  4.2623  14.1257
O  1.8563  16.8659  10.297
O  -4.3075  13.1218  12.5646
O  4.8809  8.845  17.4093
O  -1.3173  2.988  17.8385
O  3.2683  10.711  10.9533
O  -5.1579  6.0457  12.8067
O  -0.9308  7.2073  15.9468
O  6.2139  11.2318  15.1886
O  10.8206  7.0908  18.5841
O  -2.68  16.6664  17.2136
O  12.4633  8.9545  15.2161
O  5.668  -0.5905  21.2934
O  9.3877  8.4228  11.9959
O  11.4689  1.7858  19.851
O  6.1933  -5.0423  16.9313
O  1.3425  13.8668  17.9161
O  3.9652  4.5356  16.4163
O  7.7091  8.0337  17.4225
O  9.2757  -1.8468  19.3401
O  0.6499  10.1245  10.9413
O  9.8892  9.2184  14.5259
O  -5.8891  -2.1301  14.7552
O  2.206  3.0394  20.348
O  0.2379  3.0069  15.5469
O  2.3801  8.2131  11.5874
O  6.2733  1.5488  19.8355
H  3.8567  4.7302  8.007
H  1.9416  7.8931  7.8899
H  1.946  2.2097  8.0869
H  7.8632  -0.9741  -9.7479
H  3.7163  -0.9355  -9.7477
H  9.6326  7.8135  -9.7427

Results
free energy: -141249.466 eV
free energy less fixed offsets of H -15.97, O -568.88, Si -635.61 eV per atom: 0.214 eV

Forces (eV/angstrom), in the order of the atoms: element, x, y, z
Si  0.0452  -0.1211  0.113
Si  0.1619  1.3001  1.7455
Si  -0.0536  1.2743  2.0078
Si  0.0568  0.0003  0.0284
Si  0.1359  -0.067  -0.0341
Si  -0.0459  0.0026  -0.0425
Si  -0.1271  -0.1969  -0.0707
Si  -0.0547  -0.1279  -0.1052
Si  0.2549  -0.1133  -0.0396
Si  -0.0133  0.2073  -0.0202
Si  -0.023  0.1452  -0.1407
Si  -0.0745  -1.1366  1.8043
Si  -0.0142  0.1279  0.084
Si  -0.0096  0.1277  0.119
Si  0.0611  0.1514  0.1066
Si  -0.0072  -0.1277  0.1403
Si  0.0178  -0.1218  0.2215
Si  -0.047  -0.1203  0.1237
Si  -0.0918  0.1347  0.1053
Si  -0.0025  0.1581  0.1969
Si  -0.0071  0.0106  0.1845
Si  0.0254  -0.1258  0.0545
Si  0.033  -0.0465  0.1926
Si  0.0613  -0.0389  0.091
Si  0.0204  0.1199  0.003
Si  0.0161  0.0983  0.0987
Si  -0.013  0.1099  0.0612
Si  -0.0002  -0.1486  0.0421
Si  -0.0086  -0.1371  0.0235
Si  -0.0031  -0.1791  0.0473
Si  -0.0199  0.1393  0.0505
Si  -0.0051  0.1433  0.0136
Si  -0.0138  0.1377  0.0442
Si  0.0043  -0.1169  0.0384
Si  -0.0025  -0.1748  -0.0071
Si  0.0321  -0.1064  0.0556
Si  0.0803  -0.0981  -0.0907
Si  -0.0624  -0.1348  -0.3773
Si  -0.0497  -0.1436  -0.2471
Si  0.0472  -0.1126  -0.2769
Si  0.0215  -0.0146  -0.4773
Si  -0.0235  -0.0181  -0.3929
Si  0.0561  -0.1315  -0.3999
Si  -0.0146  -0.1188  -0.5046
Si  -0.0109  -0.1115  -0.1387
Si  -0.0037  0.0833  -0.1335
Si  0.0262  0.0521  -0.1857
Si  -0.0661  0.1071  -0.136
Si  0.0142  -0.0175  -0.0224
Si  -0.0067  0.0674  -0.0011
Si  -0.0031  -0.0222  -0.0335
Si  0.0063  -0.1123  0.0028
Si  -0.0055  -0.0961  -0.0676
Si  0.0088  -0.0662  -0.0409
Si  0.0024  0.1637  0.0395
Si  0.0107  0.153  -0.0402
Si  -0.0152  0.0906  -0.0173
Si  -0.0077  -0.0667  -0.0379
Si  -0.0011  -0.0956  -0.0944
Si  0.0023  -0.028  0.0048
Si  0.0126  0.1086  0.0376
Si  0.0045  0.1173  -0.1128
Si  -0.0122  0.1497  -0.1713
Si  0.0671  -0.0086  0.374
Si  -0.0925  -0.0503  0.0316
Si  0.0287  0.0073  -0.0001
Si  0.0187  0.0742  0.0017
Si  -0.086  0.1337  -0.0432
Si  0.0715  0.0126  0.1998
Si  0.0059  0.1058  -0.1502
Si  -0.0445  0.0907  0.0087
Si  0.0434  0.0765  -0.1188
Si  -0.0205  0.0601  -0.0165
Si  -0.0034  0.1278  -0.0114
Si  0.0239  0.0882  -0.0621
Si  0.0182  -0.1026  -0.0247
Si  -0.0097  -0.0913  -0.0319
Si  -0.0099  -0.1204  -0.069
Si  0.0156  0.1538  0.0516
Si  0.0475  0.0811  -0.023
Si  -0.0163  0.1079  -0.0152
Si  -0.0538  -0.1149  -0.0759
Si  0.0106  -0.1108  -0.0301
Si  0.0046  -0.1075  0.0346
Si  -0.009  0.0833  -0.0365
Si  0.0246  0.1084  -0.0502
Si  0.0669  0.1216  -0.0016
Si  -0.066  -0.1762  -0.1645
Si  0.0149  -0.0598  -0.0097
Si  -0.0329  -0.1209  -0.0096
Si  0.0147  0.1069  0.0172
Si  -0.0018  0.1418  -0.0356
Si  0.0067  0.1308  -0.0984
Si  -0.0334  -0.0754  -0.0894
Si  0.0464  -0.1599  -0.1067
Si  -0.0375  -0.1026  0.0128
Si  0.1057  -0.1443  0.0854
Si  -0.0234  -0.0982  0.1329
Si  0.1048  -0.1905  -0.0281
Si  -0.0508  0.0145  0
Si  0.0745  0.1388  -0.0047
Si  -0.2009  0.1686  -0.0488
Si  0.1335  0.0473  0.2631
Si  -0.0555  -0.0063  -0.017
Si  -0.0378  -0.0868  0.0308
Si  0.0427  -0.0139  0.0285
Si  0.0163  0.0909  0.0609
Si  -0.098  0.1376  0.1706
O  -0.1055  -0.0452  -0.0156
O  0.0521  0.0271  -0.0211
O  0.0111  0.0816  -0.0411
O  0.0936  -0.0105  -0.0027
O  0.0396  -0.1667  -0.1161
O  -0.0441  0.0975  -0.0984
O  -0.0559  0.0161  -0.2889
O  0.0279  -0.0946  -0.1141
O  -0.0302  -0.0204  0.0785
O  0.0058  -0.2457  0.2748
O  0.0702  -0.0658  -0.0148
O  0.0759  0.2435  0.219
O  0.0027  0.0207  0.1036
O  -0.0164  0.0769  -0.0129
O  -0.0982  0.1191  0.118
O  0.1231  -0.2345  0.1739
O  -0.0224  0.0406  0.0403
O  0.0964  0.0886  0.1479
Si  -0.0029  0.0005  0.001
Si  0.0231  0.0031  -0.0025
Si  0.0053  -0.0148  0.0084
Si  0.0016  0.0015  0.0147
Si  -0.0011  0.0117  -0.0085
Si  0.0021  0.0026  -0.0047
Si  0.002  0.0213  -0.0118
Si  0.0172  0.0695  -0.1791
Si  -0.04  0.117  0.0308
Si  0.0366  0.0094  0.0006
Si  0.0202  0.0031  -0.0315
Si  -0.0281  0.0305  0.0263
Si  -0.0132  0.0214  0.0197
Si  0.0436  -0.0748  -0.0581
Si  0.0506  -0.0334  -0.0089
Si  0.0045  -0.0075  -0.0105
Si  0.0069  -0.0004  0.0287
Si  -0.0036  0.0019  -0.014
Si  -0.0218  0.0111  0.0334
Si  0.017  -0.0081  -0.0094
Si  -0.0696  0.0479  0.0269
Si  0.0551  -0.0332  -0.0003
Si  -0.0237  -0.0033  -0.0443
Si  -0.01  0.0011  0.0093
Si  -0.0187  -0.0232  0.0181
Si  -0.0014  0.0016  0.1248
Si  0.0255  0.0187  -0.0153
Si  0.0255  -0.0586  0.0642
Si  -0.0138  0.0197  -0.0146
Si  0.0348  0.0177  0.112
Si  -0.0116  0.0091  0.021
Si  -0.0109  -0.0029  -0.0217
Si  0.0129  0.0309  0.059
Si  0.0277  -0.0133  0.0133
Si  -0.1473  -0.1576  -0.0759
Si  -0.0867  -0.0016  -0.0908
Si  -0.034  -0.0361  0.0416
Si  -0.0002  0.0027  0.0097
O  -0.0136  0.0116  -0.0005
O  -0.0043  0.0031  0.0237
O  0.0031  -0.0045  0.0185
O  0.0054  0.0001  -0.0473
O  -0.006  -0.0079  0.0259
O  -0.0107  0.0124  0.0289
O  -0.0082  0.0103  0.0168
O  0.0268  -0.0055  0.0667
O  -0.0095  -0.0405  -0.0284
O  0.0411  -0.0078  0.0242
O  0.0106  0.0457  -0.0201
O  -0.0013  0.0046  0.0153
O  -0.0025  0.0167  0.0061
O  0.0053  0.0055  0.0017
O  -0.0282  -0.0672  0.0897
O  -0.1854  0.0814  0.1343
O  0.0205  -0.0433  0.0008
O  0.0186  -0.0026  0.0206
O  0.0185  -0.0164  0.0292
O  0.0213  0.009  -0.0101
O  0.0017  0.0232  0.0161
O  -0.0092  -0.01  0.0492
O  0.0473  0.0304  0.0114
O  0.0264  0.0169  -0.0423
O  -0.0237  0.0591  0.1653
O  -0.0599  -0.0002  0.0816
O  -0.0041  -0.0128  0.03
O  -0.0314  -0.0144  0.0071
O  -0.0034  -0.0011  0.0093
O  -0.0268  0.0237  0.0109
O  0.0105  -0.0121  0.0193
O  0.0996  0.0381  0.0234
O  -0.0277  0.0116  -0.0363
O  0.0126  0.0208  0.0144
O  0.0297  0.0368  -0.0271
O  0.0052  0.0004  0.0188
O  0.0108  -0.0103  0.0132
O  0.0116  -0.0089  -0.0396
O  0.0019  0.0019  0.0498
O  -0.0251  -0.0517  -0.0314
O  -0.0051  -0.029  0.0277
O  -0.0332  -0.0316  -0.013
O  -0.0203  0.0049  -0.0185
O  0.0061  0.0002  0.0423
O  -0.0225  0.0121  0.0076
O  0.0237  0.0055  0.0226
O  -0.0085  0.0107  0.0185
O  0.0095  0.0086  0.011
O  -0.0032  0.0008  0.0216
O  0.0162  0.0042  0.0529
O  -0.0134  -0.0201  0.0163
O  -0.0197  -0.0199  0.0233
O  -0.0013  -0.0419  0.0981
O  0.0054  0.0061  0.0079
O  0.0031  -0.0108  0.0259
O  0.017  -0.0181  0.0228
O  0.0317  0.0002  0.0269
O  -0.0163  0.0105  0.0237
O  -0.008  0.0089  0.0295
O  -0.0987  0.0397  -0.011
O  -0.0302  0.0046  0.0174
O  -0.0033  0.0004  0.0074
O  -0.0063  -0.0194  0.0201
O  0.0441  0.045  0.119
O  -0.0285  0.0156  0.0448
O  0.015  -0.0384  0.0001
O  -0.0411  -0.0024  0.0808
H  0.0014  -0.0219  0.0275
H  -0.0088  0.0022  0.0071
H  -0.0005  0.0065  0.0132
H  -0.0177  -1.3741  -1.9652
H  -0.2195  -1.3501  -1.8415
H  0.0647  1.3743  -1.7468

The program warned: the cutoff lies below the one the program advises for these potential files; the exchange-correlation potential is rough where the density is thin.
